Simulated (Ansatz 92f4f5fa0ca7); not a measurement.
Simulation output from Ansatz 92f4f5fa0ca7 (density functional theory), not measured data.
Periodic cell of 268 atoms, Si148O120, from a study of silicon, its oxide and their interface. The atomic structure is a simulated model.
This geometry differs little from another in the collection (a relaxation step or a small displacement).

Settings: functional r2SCAN; potential files Ansatz PAW; basis plane waves; wave-function cutoff 800 eV; density cutoff ratio 5; exchange-correlation grid ratio 1; k mesh 1 x 1 x 1, shifted by 0.5 0.5 0 of a step; self-consistency stop 1e-10 eV per atom in the density residual; occupations fixed; spin none; net charge 0.

Cell vectors (angstrom)
a 10.88 0 0
b 0 10.88 0
c 0 0 37.6206

Atoms: element, x, y, z (angstrom)
Si 0.1126 0.2195 -0.1574
Si 3.0261 2.5751 -0.08
Si -0.3664 5.7809 -0.1577
Si 3.1531 7.6721 -0.1327
Si 5.1292 0.2396 -0.087
Si 7.5427 3.2827 -0.0992
Si 5.4278 5.5287 0.2939
Si 8.3014 8.0197 0.0242
Si 1.3836 1.5131 1.2591
Si 4.037 4.0794 1.415
Si 1.3561 6.7735 1.1477
Si 4.0399 9.4744 1.1757
Si 6.6799 1.4773 1.198
Si 9.3724 4.18 1.1442
Si 6.8379 6.9137 1.4706
Si 9.5643 9.6588 1.1254
Si -0.0928 2.8259 2.5267
Si 2.6824 0.0006 2.5572
Si 0.0327 8.2361 2.5037
Si 2.6014 5.4428 2.6419
Si 5.3946 2.7122 2.721
Si 8.1337 0.0981 2.4905
Si 5.3978 8.2686 2.6719
Si 8.1692 5.4718 2.7048
Si 1.256 4.108 3.9822
Si 4.0262 1.3277 3.9887
Si 1.3349 9.5497 3.9388
Si 4.0186 6.8347 3.9462
Si 6.784 4.0944 4.0145
Si 9.4802 1.4168 3.8989
Si 6.8 9.6233 3.9399
Si 9.56 6.8725 3.9374
Si -0.0457 0.031 5.2642
Si 2.6486 2.7213 5.2995
Si -0.033 5.4961 5.3449
Si 2.6837 8.191 5.3207
Si 5.4275 0.0249 5.342
Si 8.1456 2.7317 5.3387
Si 5.3906 5.4701 5.3026
Si 8.1481 8.2086 5.2699
Si 1.3139 1.3535 6.6575
Si 4.0368 4.0919 6.6449
Si 1.3376 6.8292 6.692
Si 4.0669 9.5291 6.6772
Si 6.7818 1.371 6.6947
Si 9.502 4.1034 6.6834
Si 6.781 6.8252 6.6305
Si 9.4931 9.5483 6.6453
Si -0.0319 2.7032 8.0235
Si 2.6972 0.015 8.0222
Si -0.0352 8.194 8.0219
Si 2.6877 5.4407 8.0211
Si 5.3982 2.7297 8.0099
Si 8.1401 -0.009 8.0342
Si 5.4252 8.155 8.0122
Si 8.1237 5.4565 8.011
Si 1.3582 4.0318 9.3631
Si 4.0458 1.3833 9.3936
Si 1.3372 9.5397 9.3797
Si 4.0561 6.8019 9.3618
Si 6.7926 4.0486 9.3518
Si 9.5013 1.3363 9.3988
Si 6.7804 9.5009 9.3802
Si 9.4881 6.8156 9.3679
Si 0.0106 0.0137 10.7744
Si 2.6926 2.7123 10.8106
Si -0.0258 5.3884 10.6498
Si 2.6979 8.1778 10.724
Si 5.4248 0.0052 10.7072
Si 8.1258 2.6718 10.7533
Si 5.402 5.382 10.6544
Si 8.1333 8.1546 10.7623
Si 1.3332 1.3651 12.2164
Si 4.1198 4.0705 12.1159
Si 1.3684 6.6941 11.9761
Si 4.0388 9.5967 12.0738
Si 6.7702 1.2977 12.1361
Si 9.5357 4.0332 12.0438
Si 6.732 6.7024 11.9976
Si 9.5403 9.5158 12.106
Si -0.0167 2.7999 13.5668
Si 2.7364 0.0297 13.5988
Si 0.0052 7.9897 13.3113
Si 2.7556 5.4596 13.4288
Si 5.4052 2.6576 13.5198
Si 8.193 -0.0045 13.5209
Si 5.3565 8.0997 13.2707
Si 8.0828 5.3071 13.3286
Si 1.6105 4.0033 14.8429
Si 3.808 1.7025 15.004
Si 1.5094 9.1836 14.6012
Si 3.8223 7.0994 14.7495
Si 6.9953 3.8077 14.7852
Si 9.2851 1.6682 14.8971
Si 7.0215 9.0789 14.5012
Si 9.2753 6.807 14.5903
Si -6.8037 -3.1835 21.3068
Si 0.0952 5.7575 17.0005
Si 3.0408 11.2702 25.5926
Si 10.2087 -0.4715 16.6503
Si 9.5235 2.0701 23.3918
Si 5.337 12.0949 17.8188
Si 7.1807 -0.9698 17.1407
Si 5.7315 5.7755 16.909
Si 6.1204 4.3218 26.5526
Si 5.7862 5.5915 19.8959
Si 3.3583 7.012 24.0254
Si -2.4581 8.3765 25.215
Si -0.255 -2.6664 18.4791
Si -3.316 7.4572 18.5097
Si 7.0105 3.0969 19.4321
Si 9.8284 4.1723 19.5328
Si 14.8424 -0.4623 20.2071
Si 10.8312 4.6611 22.5233
Si 9.2221 1.6185 20.5365
Si -7.7226 1.1705 22.6182
Si 2.7608 -6.8674 23.5135
Si -4.2502 6.6744 30.5374
Si 0.7562 1.9347 31.7197
Si 8.4836 10.5243 26.9768
Si -0.0381 -4.8166 27.437
Si -2.8768 2.3345 25.9628
Si 3.5838 -0.6338 31.0558
Si -0.2448 2.4856 29.2103
Si 7.4518 8.0784 27.896
Si 9.2624 14.0248 33.0776
Si -1.973 1.444 35.5126
Si -2.2489 4.1748 27.9641
Si 1.514 8.8581 20.7588
Si 11.0519 -3.7502 24.4441
Si 11.2505 0.2191 22.0507
Si 12.7027 15.0899 28.392
Si 11.9868 10.079 32.7143
Si 3.3877 3.1489 26.3256
Si 5.0029 -5.0697 33.7942
Si -3.7385 7.8178 33.4892
Si 2.2143 -3.9076 29.0771
Si -7.8701 -1.1639 28.1215
Si 6.9746 -1.0456 35.4814
Si 6.4476 3.9452 31.8897
Si 5.8955 7.1758 25.6552
Si -7.0614 2.2428 32.1152
Si 0.5775 0.3338 27.2618
Si 1.4517 9.1475 35.478
Si 3.9616 7.3971 31.3259
Si 0.1655 5.109 34.4091
Si 13.8186 -7.0573 34.6455
Si 10.3033 7.9138 33.8006
O -0.6556 1.2428 -1.1878
O 1.2443 -0.6071 -1.0085
O -3.4412 -2.3107 -1.2433
O 2.6065 3.2482 -1.5038
O 3.9639 5.0866 -2.8166
O -5.2372 -0.3923 -1.5114
O 2.5667 8.11 -1.6047
O -0.0254 8.5031 -2.3975
O 8.7194 -3.2572 -3.7843
O -0.1354 -12.7427 -4.9459
O 11.0841 6.5116 -4.0259
O 8.0118 2.655 -1.5287
O 6.4437 4.4619 -0.5113
O 4.3632 6.5867 -0.4464
O 11.0878 5.2984 -1.6031
O 9.3506 6.8829 -0.504
O 1.1705 4.8675 16.1762
O 2.6558 2.8305 15.3344
O -1.1325 -4.8181 15.9784
O 4.4324 1.3391 16.4801
O 2.6615 8.1749 15.2357
O 0.4522 9.8165 15.6715
O 6.0283 7.8449 27.1415
O -7.3756 5.4521 23.5705
O 4.1294 0.5083 21.5027
O 6.2479 4.4936 16.07
O 6.2523 -1.4736 15.9182
O 8.1208 2.7398 15.3616
O 8.1396 7.9395 14.8662
O 10.2226 13.4843 19.7152
O 15.6041 6.2915 20.8736
O 7.0318 6.6443 19.7954
O -2.6187 -6.7819 19.0335
O -0.3772 -10.106 23.3713
O -3.8603 6.7243 17.17
O 4.5493 6.5104 16.0904
O -1.7174 7.5382 18.519
O -5.0528 13.5251 18.4091
O 10.6676 -1.083 18.0794
O 8.7504 2.1455 21.9854
O 7.754 1.6803 19.8171
O 11.4948 7.2305 17.5011
O 6.7489 11.4057 17.4602
O 3.572 2.718 22.9298
O 8.5152 1.7741 24.575
O 4.5416 0.3032 18.909
O 10.0386 1.1043 16.2765
O 7.0264 8.9892 18.4563
O 14.0675 0.2396 23.9754
O 10.1619 0.3184 20.8139
O 8.6892 9.8596 16.5589
O 12.5546 1.1783 21.942
O 14.8149 1.6877 25.9614
O 10.6039 4.9197 18.342
O -3.1266 9.6586 28.1514
O -3.8739 4.3765 27.9386
O -0.2042 -4.8145 23.2942
O 2.4836 -3.2759 21.0179
O -1.0871 8.2005 24.3479
O 0.8901 9.5637 22.0931
O 6.5562 2.9966 25.74
O -4.4727 5.6434 25.7007
O 1.787 -3.4186 24.2572
O 5.176 5.4067 18.3905
O 2.3898 -0.8764 19.9774
O 3.807 -0.5898 29.4352
O 0.2893 8.2106 19.9734
O 6.9954 7.4874 31.9064
O 15.0015 7.9049 22.9031
O -4.6697 4.1162 20.4498
O 1.4475 0.5778 25.9059
O 0.8706 -6.1312 27.2127
O -1.4628 -5.3033 28.0309
O -2.9389 12.0331 27.0624
O -0.3016 13.9658 32.1377
O -9.3593 21.2317 28.2482
O 10.1793 3.5364 23.5012
O 2.4599 3.6587 25.0835
O 10.1764 4.7969 21.0217
O 0.0146 -4.1834 25.9769
O -0.7874 -0.4911 27.0712
O -5.8219 6.9126 30.2341
O 0.6569 6.9889 28.5913
O 0.8249 3.676 29.5357
O 7.4874 -3.6246 29.2896
O 2.0015 -0.8471 31.3712
O 4.0709 6.4773 32.6426
O 4.6994 -1.8911 20.5312
O 13.6318 16.3259 28.867
O 5.9811 4.6626 33.2423
O 6.9962 7.8292 24.6203
O 4.3041 8.9396 31.6846
O -5.7461 3.0258 31.4813
O -6.3473 4.218 26.7002
O -1.7233 3.1652 29.1339
O -2.7455 9.9441 25.5033
O 9.6206 4.4084 34.0353
O 2.4886 18.163 30.6493
O 14.4492 -0.763 26.6313
O 2.6326 2.9861 27.7475
O 8.5492 7.6947 26.7254
O 12.3929 4.2367 22.5058
O 6.8283 5.0757 30.7728
O 7.8601 3.2121 32.251
O 2.3018 2.4463 31.5021
O 15.1985 7.2607 25.3072
O -1.6608 1.8091 33.9847
O 1.9654 -1.1507 34.0547
O 3.6416 -8.1677 33.6711
O 6.7721 -1.5455 33.9518
O 0.1051 12.6538 27.8112
O 0.0567 12.2613 30.3504
O -1.8981 3.4949 26.526
O -6.7365 0.6731 31.8338
O -4.8107 6.9102 34.338
O 4.032 1.3659 37.1018
O 8.15 0.0375 35.5449
O 1.509 15.1601 34.0177
O 11.5549 11.6337 32.8263
O 2.9805 -2.7805 28.2044

Results
free energy: -163106.444 eV
free energy less fixed offsets of O -570.45, Si -639.56 eV per atom: 2.436 eV

Forces (eV/angstrom), in the order of the atoms: element, x, y, z
Si -0.0071 -0.0068 0.0222
Si -0.0056 0.0021 0.0162
Si -0.0076 0.0053 0.0492
Si -0.0056 -0.0044 0.0423
Si 0.0087 -0.0193 0.0036
Si 0.0059 -0.0013 0.0296
Si 0.0057 0.0103 0.0096
Si 0.0149 -0.0117 0.0239
Si -0.0021 -0.0017 -0.0018
Si -0.0063 0.0021 -0.0042
Si -0.0046 0.0019 -0.0061
Si 0.0002 0.0001 -0.0041
Si -0.0042 -0.0001 -0.0067
Si 0.004 0.0027 -0.0061
Si 0.0051 0.001 0.0047
Si 0.0004 0.0018 -0.0046
Si -0.0047 0.0032 0.0016
Si -0.0026 -0.0027 0.004
Si 0.0007 -0.0044 0.0016
Si -0.0012 0.0036 0.004
Si 0.0054 0.0039 0.0074
Si 0.0024 -0.0009 0.0023
Si 0.0006 -0.0043 0.0015
Si 0.0053 0.0088 0.0027
Si 0.0033 -0.0018 -0.0008
Si -0.0021 0.0024 0.0022
Si -0.0037 0.0024 -0.0023
Si 0.0017 0.0003 -0.0038
Si 0.0002 -0.0009 -0.0021
Si 0.0016 0.0011 -0.0016
Si -0.0034 -0.0012 -0.002
Si -0.0052 -0.0017 -0.0059
Si -0.0023 -0.0024 0.0007
Si -0.0024 0.0004 0.002
Si -0.0009 0.0024 -0.0004
Si -0.0009 -0.0013 -0.0004
Si 0.0008 -0.0002 0.001
Si -0.0009 0.002 -0.0003
Si -0.0011 0.0013 0.0016
Si 0.0014 0.0002 0.0005
Si -0.0008 0.0013 -0.0001
Si 0.0015 0.0014 0.0004
Si -0.0007 0.0001 0.0007
Si 0.0014 0.0005 -0.0001
Si -0.0016 0 0.0007
Si -0.0003 0.0018 0.0002
Si -0.0018 -0.0002 0.0005
Si -0.0005 0.0005 -0.0006
Si 0.001 0.0005 0.0009
Si -0.0016 0.0005 0
Si -0.003 0.0011 -0.0003
Si -0.0002 0.0016 -0.0001
Si 0.0006 0.0017 -0.0005
Si -0.0008 -0.0007 0.0006
Si -0.0011 0.0007 0.0004
Si -0.0015 -0.0008 -0.0003
Si -0.0012 0 0.0011
Si 0.0016 -0.0009 0.0003
Si 0.0002 -0.0014 0.0006
Si -0.0016 -0.001 0.0019
Si -0.0022 0.0027 0.0008
Si -0.0029 -0.0011 0
Si -0.0034 0.0008 -0.0014
Si 0.0027 0.0019 0.0022
Si 0 0.0031 -0.0012
Si -0.002 0.0038 -0.0027
Si -0.0024 0.0022 0.0022
Si 0.003 0.0014 0.0064
Si 0.0011 -0.0009 0.0016
Si -0.0009 0.0002 0.0017
Si -0.0026 -0.0022 0.0004
Si -0.001 -0.0004 -0.0002
Si -0.0009 -0.0049 0.0041
Si 0.0047 0.0063 -0.0076
Si -0.0024 -0.0005 -0.0009
Si -0.0038 -0.0045 0.0015
Si -0.0085 -0.0022 0
Si -0.0014 0.007 0.0011
Si -0.0041 -0.0007 -0.0007
Si 0.004 -0.0079 -0.0031
Si 0.0045 -0.0012 0
Si -0.0013 0.002 0.0026
Si 0.0037 0.0047 0.0048
Si -0.0048 0.0027 0.0048
Si -0.0009 -0.0061 0.0071
Si -0.0032 0.0054 0.0035
Si 0.0013 0.0094 0.0014
Si 0.0006 -0.0027 0.0065
Si -0.0109 -0.0008 -0.0232
Si -0.004 -0.0213 -0.0392
Si 0.0119 -0.0081 -0.0273
Si -0.0088 0.01 -0.0304
Si -0.0144 -0.0042 -0.0337
Si 0.0007 -0.0115 -0.0122
Si -0.0126 -0.0029 -0.014
Si 0.0075 -0.0064 -0.0227
Si 0.0031 -0.0026 -0.0212
Si 0.0015 0.0015 -0.0358
Si 0.0001 0.0021 0.0032
Si 0.0078 0.0038 -0.03
Si -0.0008 -0.0031 -0.0164
Si 0.0006 0.0041 -0.0337
Si -0.0011 0.0048 -0.0189
Si -0.0018 0.0038 -0.0307
Si 0.0028 -0.0022 0.0037
Si 0.0099 -0.0008 -0.0166
Si 0.0025 0.0032 -0.0112
Si -0.0005 -0.0003 0.0034
Si -0.0011 0.0003 -0.0193
Si -0.0046 0.0013 -0.0201
Si -0.0054 0.0013 -0.0125
Si -0.0054 0.0017 -0.0216
Si 0.0007 0.0025 -0.0188
Si -0.0044 0.0001 -0.0153
Si -0.0035 0.0028 -0.0197
Si 0.0005 -0.0046 -0.0142
Si -0.0002 -0.0009 -0.0062
Si -0.0025 -0.0005 0.0284
Si -0.0006 -0.0025 0.028
Si 0.002 0.0009 0.0012
Si 0.0012 -0.0044 0.004
Si 0.0014 0.0005 -0.0003
Si -0.0075 0.0032 0.0286
Si 0.0026 -0.0052 0.0184
Si -0.0017 -0.0057 0.0108
Si 0.0007 -0.0024 0.0228
Si -0.0064 -0.0014 0.0263
Si 0.003 -0.0024 0.0087
Si -0.006 -0.0041 -0.0197
Si 0.0017 -0.0051 -0.0055
Si -0.0026 -0.0051 -0.0135
Si -0.0015 0.0012 0.0091
Si -0.0065 -0.0041 0.0231
Si -0.003 0.0001 0.0014
Si 0.005 0.0012 0.0204
Si 0.0044 0.012 0.0269
Si 0.0065 0.0033 0.0163
Si 0.0027 -0.0022 0.0156
Si -0.0017 0.0005 0.0269
Si 0.0022 -0.0018 0.0201
Si 0.0002 -0.0005 0.0023
Si -0.0023 0.0024 0.0172
Si 0.003 0.0013 0.0091
Si -0.0008 -0.0029 0.0234
Si 0.0064 -0.0024 0.0211
Si -0.0027 0.0031 0.0239
Si -0.0066 0 0.0228
Si -0.0009 -0.0002 0.0187
O -0.0032 0.005 -0.0103
O 0.0053 0.0007 -0.0138
O -0.0176 0.0077 -0.0101
O 0.0036 0.0023 -0.0216
O 0.0011 0.0054 -0.0067
O -0.0006 0.001 -0.0198
O 0.0006 0.0025 -0.0181
O -0.0036 -0.0017 -0.008
O -0.0035 -0.0032 -0.0033
O 0.0009 0.0044 -0.0082
O 0.0027 0.0013 -0.0067
O 0.0031 0.003 -0.0212
O -0.0103 -0.0097 -0.0054
O -0.0001 -0.0012 -0.0235
O 0.0041 -0.0042 -0.023
O -0.0014 0.0091 -0.0375
O -0.0055 0.0037 0.025
O 0.0082 0.0212 0.0039
O 0.0025 -0.0006 0.0221
O 0.0007 0.0039 0.0349
O -0.0012 -0.0021 0.0266
O -0.0175 0.0115 0.0113
O -0.0015 0 -0.0021
O 0.0016 -0.0026 0.0032
O -0.0015 0.0039 0.0118
O 0.0039 0.0075 0.026
O -0.0008 -0.0016 0.0207
O 0.0155 0.0154 -0.0007
O 0.0035 0.0017 -0.0027
O 0.0001 -0.0018 0.006
O -0.0101 0.0042 0.009
O -0.0019 -0.0015 0.0087
O 0.0039 -0.0002 0.0054
O 0 -0.0002 0.0054
O 0.0016 0.0099 0.0133
O 0.0099 -0.0094 0.0165
O 0.0005 -0.0019 0.0066
O 0.0062 0.0066 0.0086
O 0.0045 -0.0066 0.0087
O 0.003 0.0017 0.0099
O 0.0041 -0.0043 0.0103
O 0.002 0.0027 0.0122
O -0.003 0.0014 0.0049
O 0.0012 0.0051 0.0045
O -0.0048 -0.0029 0.0046
O -0.0048 -0.01 0.0205
O -0.0051 0.0037 0.022
O -0.0008 0.0028 0.0156
O 0.0004 -0.0031 0.0097
O 0.0023 -0.0026 0.0065
O -0.004 -0.0042 0.0094
O -0.0022 0.0033 0.0037
O 0.0024 -0.0009 0.0013
O -0.0053 -0.005 0.0151
O 0.0004 0.0029 0.0012
O -0.0015 0.0003 -0.0005
O -0.0007 0.0031 0.0061
O -0.0001 -0.0019 0.0041
O -0.0011 0.0006 -0.0012
O -0.0008 0.0036 0.0085
O -0.0024 -0.0006 -0.0044
O 0.0008 0.0006 -0.0012
O -0.0028 0.0018 0.0032
O -0.0024 -0.0024 0.0116
O -0.0001 0.0018 0.0053
O 0.0007 -0.0008 -0.0124
O 0.0009 0.0062 0.0133
O -0.0042 -0.0051 -0.0197
O -0.0005 -0.0021 0.0108
O -0.0013 -0.0004 0.0048
O -0.0017 0.0005 0.0007
O -0.0021 0.0019 -0.003
O -0.0011 0.0022 -0.0007
O -0.0027 -0.0027 0.0043
O 0.0042 -0.0006 -0.0076
O -0.0023 -0.0006 -0.0017
O 0.001 0.0023 0.0064
O -0.0018 0.0004 0.0033
O 0.005 0.001 0.0179
O 0.0018 0.0025 0.0017
O -0.0013 -0.0019 -0.0001
O -0.0019 0.0008 -0.0096
O -0.0074 -0.0006 -0.0009
O 0.002 0.0041 -0.0034
O 0.0052 0.005 -0.0134
O 0.006 -0.0002 -0.0101
O -0.005 0.0049 -0.0143
O 0.0013 -0.0011 0.0043
O 0.0029 -0.0011 -0.0049
O 0.0024 -0.0029 -0.0067
O 0.0014 -0.0006 -0.003
O 0.0001 0.0006 -0.0024
O -0.001 0.0002 -0.0077
O -0.0015 0.0004 0.0007
O -0.0044 0.0033 -0.0035
O -0.0011 0.0015 -0.0002
O -0.0064 -0.002 -0.0097
O -0.0058 -0.0031 -0.0095
O 0.0022 -0.0009 -0.0027
O 0.0002 -0.0027 -0.0031
O 0.001 0.0009 -0.0024
O 0.003 -0.0005 0.0031
O -0.0005 0.0052 -0.009
O -0.0076 0.0024 -0.0092
O 0.0008 0.0039 -0.0067
O 0.0001 0.003 0.0043
O 0.0029 0.0032 -0.0134
O -0.0004 0.0009 -0.0154
O 0.0041 -0.005 -0.0108
O 0.0013 -0.0058 -0.0124
O -0.0013 -0.0039 -0.0089
O -0.0028 0.0002 -0.0153
O 0.0012 -0.0001 -0.0028
O 0.0003 -0.0027 -0.004
O -0.0062 -0.0034 -0.0064
O 0.0056 0.0131 0.0187
O 0.004 0.003 -0.005
O 0.0027 -0.0031 -0.0093
O -0.0003 0.0051 -0.0076
O -0.0003 -0.0002 -0.0064

The program warned: the cutoff lies below the one the program advises for these potential files; the forces do not sum to zero within the program's tolerance; empty levels may hold ghost states of the PAW files; the exchange-correlation potential is rough where the density is thin.
